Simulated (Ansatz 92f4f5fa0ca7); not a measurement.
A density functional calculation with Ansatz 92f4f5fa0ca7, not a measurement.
Periodic cell of 225 atoms, Si132O91P2, from a study of silicon, its oxide and their interface. The atomic structure is a simulated model.

Settings: functional PBE; potential files Ansatz PAW; basis plane waves; wave-function cutoff 700 eV; density cutoff ratio 5; exchange-correlation grid ratio 1; k mesh 2 x 2 x 1, shifted by 0.5 0.5 0.5 of a step; self-consistency stop 5e-08 eV per atom in the density residual; occupations fixed; spin none; net charge 0.

Cell vectors (angstrom)
a  10.938  0  0
b  0  10.938  0
c  0  0  31.9494

Atoms and the computed forces on them: element, x, y, z (angstrom), force x, y, z (eV/angstrom)
Si  10.6324  0.0025  24.4182  -0.0067  0.0022  -0.0242
Si  5.0816  0.1292  24.6603  -0.0242  -0.0103  -0.0183
Si  2.8275  2.2974  24.532  0.0082  -0.0066  -0.0242
Si  8.5748  2.4365  24.5651  0.0176  0.0091  -0.0149
Si  10.7134  5.5904  24.3322  -0.0137  -0.0122  -0.0272
Si  5.1636  5.6152  24.4501  -0.0016  -0.0035  -0.0242
Si  2.9938  7.9541  24.4062  0.0205  0.0084  -0.0297
Si  8.4238  7.8331  24.4192  0.0076  0.0068  -0.0316
Si  1.2976  1.1341  25.8399  -0.0161  -0.0028  -0.0139
Si  6.8196  1.329  25.7416  0.0048  -0.0105  0.0031
Si  3.9918  4.0131  25.7346  0.0107  -0.0036  -0.0125
Si  9.6919  4.0271  25.8484  0.0125  0.0199  -0.0067
Si  1.3436  6.7941  25.6695  0.0039  -0.0095  0.0213
Si  6.8101  6.7228  25.7517  0.0082  0.022  0.0164
Si  4.0077  9.4705  25.9517  -0.0347  0.0014  -0.0219
Si  9.4889  9.4438  25.8036  0.0124  0.0028  0
Si  2.642  -0.1322  27.2873  -0.0054  0.0134  0.0063
Si  8.1421  -0.0665  27.1481  0.0061  -0.0022  -0.0063
Si  0.0795  2.6587  27.2071  -0.008  0.0008  0.0005
Si  5.4563  2.7211  27.1155  0.0035  -0.0004  -0.0051
Si  2.6701  5.4162  27.1116  0.0035  -0.0035  0.0011
Si  8.1955  5.3689  27.1363  0.0009  0.0192  -0.0102
Si  0.0144  8.1502  27.1317  0.017  -0.0001  -0.0033
Si  5.5152  8.1436  27.178  0.0061  -0.0128  -0.01
Si  4.0879  1.3294  28.5007  0.0046  0.0136  -0.0227
Si  9.5443  1.3266  28.5036  -0.0098  -0.0075  -0.0122
Si  1.3889  4.0658  28.5653  -0.0017  -0.0005  -0.0227
Si  6.8125  4.0611  28.529  -0.0086  -0.0083  -0.0151
Si  4.0879  6.7791  28.4868  -0.012  -0.0073  -0.0064
Si  9.5589  6.783  28.486  -0.001  0.0025  0.0009
Si  1.2974  9.4804  28.6232  -0.0141  -0.015  -0.0241
Si  6.8276  9.5332  28.565  -0.0073  -0.0008  -0.016
Si  -0.0283  -0.005  29.9144  -0.0043  0.0134  -0.0082
Si  5.4644  -0.0061  29.8965  -0.0049  0.0041  0.005
Si  2.7659  2.7138  29.9048  0.0097  -0.0084  0.0045
Si  8.2003  2.7177  29.8885  0.0139  -0.0117  0.0045
Si  -0.0011  5.4544  29.8909  -0.006  0.0102  0.001
Si  5.4642  5.455  29.8893  -0.0015  0.0057  0.0043
Si  2.7552  8.159  29.9057  0.0124  -0.0102  -0.0037
Si  8.2269  8.1771  29.8911  0.0121  -0.0083  0.0025
Si  1.3673  1.3673  31.2657  0.0503  -0.0023  -0.0697
Si  6.8362  1.3673  31.2657  0.0344  -0.0528  0.002
Si  4.1018  4.1018  31.2657  0.0865  -0.0773  0.0663
Si  9.5708  4.1018  31.2657  -0.0518  -0.0976  -0.0544
Si  1.3673  6.8362  31.2657  -0.0014  -0.1909  0.0569
Si  6.8362  6.8362  31.2657  0.0461  -0.0387  -0.1233
Si  4.1018  9.5708  31.2657  -0.0068  -0.0411  -0.0094
Si  9.5708  9.5708  31.2657  -0.148  -0.1228  0.1344
Si  2.7345  0  0.6835  -0.0395  0.0697  -0.0114
Si  8.2035  0  0.6835  -0.0098  0.0496  -0.1424
Si  0  2.7345  0.6835  0.0934  0.0728  0.0275
Si  5.469  2.7345  0.6835  -0.127  0.1177  0.0893
Si  2.7345  5.469  0.6835  -0.0543  -0.1014  -0.0393
Si  8.2035  5.469  0.6835  -0.0375  0.1945  -0.0315
Si  0  8.2035  0.6835  0.0068  0.1269  0.07
Si  5.469  8.2035  0.6835  0.1278  0.1175  0.0818
Si  4.0791  1.3854  2.0668  -0.0027  0.0026  -0.0031
Si  9.5871  1.357  2.0413  0.0098  -0.0095  0.0051
Si  1.3609  4.1226  2.0645  -0.0027  0.0028  -0.0048
Si  6.8167  4.1414  2.0366  -0.0125  0.009  0.0026
Si  4.0935  6.8423  2.0378  0.0002  -0.0042  -0.0021
Si  9.5655  6.8553  2.0643  -0.0001  0.0001  -0.0015
Si  1.3641  9.5966  2.0535  -0.0139  0.0125  0.0012
Si  6.8369  9.6145  2.0521  -0.0001  -0.0024  -0.0062
Si  0.0289  0.0366  3.4615  0.0066  0.0022  -0.0096
Si  5.4765  0.0476  3.4262  0.0046  -0.0009  0.0148
Si  2.7042  2.756  3.4579  0.005  -0.0006  0.0098
Si  8.2372  2.7933  3.3246  0.0089  0.0017  0.0307
Si  0.0278  5.5255  3.4405  0.0162  0.0049  -0.0044
Si  5.4688  5.5252  3.4305  0.0031  0.0041  0.0359
Si  2.7484  8.2337  3.3855  -0.0073  -0.0006  0.0277
Si  8.2542  8.3082  3.4205  0.0012  0.0095  0.014
Si  1.3275  1.4195  4.8969  -0.0206  0.0057  0.0144
Si  6.8822  1.4872  4.6985  -0.0121  0.0056  0.0162
Si  4.0758  4.1481  4.788  0.0048  0.0002  -0.0178
Si  9.5844  4.1152  4.7354  0.0084  -0.0245  0.0064
Si  1.3678  6.9585  4.8088  -0.0032  0.0016  -0.0062
Si  6.8256  7.0045  4.7321  -0.0256  0.0084  -0.0229
Si  4.1048  9.5835  4.7608  0.0156  -0.0171  -0.0004
Si  9.6633  9.6124  4.8829  0.0126  -0.0133  0.0134
Si  2.7394  -0.0368  6.1468  -0.0504  -0.0587  0.0181
Si  8.2876  0.1868  6.0661  0.0399  0.0468  0.005
Si  -0.1334  2.7675  6.2886  -0.0324  -0.0387  -0.0229
Si  5.5365  2.8305  6.1072  0.0078  -0.0174  -0.0002
Si  2.7008  5.5543  6.1276  -0.0115  0.0198  0.0184
Si  8.283  5.6464  5.9348  0.0079  -0.0174  0.0382
Si  0.1793  8.3479  6.373  0.038  0.037  -0.0123
Si  5.4866  8.3235  6.2185  -0.0026  0.0115  -0.0027
Si  4.3982  1.1597  7.3331  0.0165  0.0173  0.043
P  9.6544  1.1943  7.6425  -0.0229  0.0194  -0.0238
Si  1.1054  4.4471  7.4901  0.0199  0.035  0.0439
Si  6.6672  4.6012  7.2448  -0.0063  0.0503  0.0494
Si  4.2693  6.7063  7.507  0.0257  -0.0448  0.0391
Si  9.7816  6.6741  7.4785  -0.0403  -0.0449  0.0335
P  1.364  9.9622  7.7912  0.0304  -0.0024  -0.0193
Si  6.7322  9.9942  7.4138  -0.0056  0.0014  0.0492
O  9.5892  1.2393  23.98  0.0034  -0.0064  -0.0301
O  4.1107  6.8036  23.943  -0.0101  0.0119  -0.0256
O  4.017  1.2442  24.0285  -0.0041  -0.0022  -0.0291
O  9.5434  6.7055  23.8939  0.0065  -0.0016  -0.0215
O  -0.0431  5.5445  8.0083  0.0041  -0.0004  0.0132
O  5.5568  0.1204  7.9164  0.0031  -0.0061  0.0225
O  5.4855  5.6245  7.7719  -0.0022  -0.0028  0.0159
O  7.5493  4.3197  8.5987  -0.0207  -0.0225  -0.0192
O  8.7768  7.1168  8.7293  0.0209  0.019  -0.0018
O  2.432  9.4042  8.9509  -0.0152  -0.002  -0.0084
O  8.4694  1.8519  8.6379  0.0144  0.0236  0.028
O  7.6204  9.5112  8.722  -0.0248  -0.0236  0.0018
O  3.5904  1.8063  8.6047  0.02  0.017  0.004
O  3.6367  7.1111  8.999  0.0174  0.0023  -0.0232
O  1.996  3.9547  8.7984  -0.0034  -0.0143  -0.0022
O  8.1442  3.4879  23.3602  -0.0272  -0.0296  -0.018
O  0.4554  4.9362  22.9478  -0.016  -0.0061  0.0157
O  1.9077  2.7474  23.2435  0.0103  0.0156  -0.0038
O  5.8351  4.9071  23.1162  0.0081  0.0036  0.0037
O  5.5289  9.9975  23.4951  0.0305  0.0289  -0.0132
O  2.4504  8.6886  23.0206  -0.01  -0.0173  0.0136
O  0.1955  10.0663  23.0851  0.0174  0.0161  0.0063
O  7.791  8.5759  23.0775  -0.007  -0.0104  0.0076
Si  8.6675  7.6872  18.4408  -0.0001  -0.0015  -0.0025
Si  8.8096  6.3373  13.5915  -0.005  0.0002  0.0125
Si  3.8076  1.54  14.7359  -0.0044  -0.0023  0.0017
Si  2.138  5.7418  17.6261  0.0034  0.0023  -0.0076
Si  2.422  3.1388  19.4891  0.0069  0.0071  0.0044
Si  9.8511  9.0348  12.0755  0.0029  -0.0026  -0.0057
Si  1.3362  9.4176  22.0777  -0.0029  0.0058  -0.0026
Si  9.2024  0.9602  13.222  0.0012  0.0007  -0.0003
Si  1.4294  5.0543  13.0096  0.0004  -0.0018  -0.0008
Si  1.8299  8.2555  12.8061  0.0008  0.0014  0.0055
Si  6.6577  9.5538  22.4256  -0.0074  0.0134  0.007
Si  4.5358  4.6022  15.7147  0.0006  0.0038  -0.0009
Si  8.1092  3.1554  9.5557  0.0017  0.0069  -0.0124
Si  0.8468  8.2421  19.2623  -0.0042  -0.0036  0.0004
Si  6.9597  1.348  21.0889  -0.0029  -0.0001  0.008
Si  8.2746  8.358  9.6685  0.001  -0.0079  -0.0069
Si  10.9044  5.1837  15.593  -0.0005  0.0037  0.001
Si  7.5854  9.4899  16.3223  0.0006  -0.0046  -0.003
Si  9.9393  2.058  20.2967  -0.0036  0.001  0.0012
Si  3.3339  8.4382  9.9244  0.0097  -0.0048  0.0148
Si  6.7062  3.3417  17.4088  -0.0001  -0.0016  -0.0023
Si  1.1718  0.2058  19.8031  -0.0044  -0.0034  0.0067
Si  3.2186  2.8044  12.2971  -0.0032  -0.0038  -0.0026
Si  7.2272  5.385  19.6855  0.0034  -0.0019  0.0047
Si  5.8307  8.6717  11.5674  0.0037  0.0012  -0.0007
Si  5.7957  6.0844  13.2153  -0.0005  0.0012  0.0025
Si  4.6512  9.6987  17.627  -0.0081  -0.0007  0.0069
Si  1.0284  3.6001  22.1729  0.0066  -0.0063  0.0042
Si  4.9064  1.4799  18.7979  0.0015  -0.0007  0.0018
Si  3.1473  3.0638  9.5168  0.0009  0.0005  -0.0051
Si  6.4784  10.8308  13.8012  0  0.0005  -0.0023
Si  10.3739  0.1012  15.9874  0.0058  0.0087  -0.0025
Si  5.6012  3.6961  11.1474  0.0019  -0.0022  -0.0042
Si  9.8581  3.8672  11.8836  0.004  -0.0007  -0.0122
Si  2.3672  9.9144  15.5474  0.0039  -0.0017  -0.0042
Si  6.0871  8.1136  19.8024  -0.0077  0.0002  0.0064
Si  6.94  3.969  22.376  0.0001  -0.0097  0.0057
Si  9.7671  2.7666  17.3662  0.0012  -0.0001  0.0012
O  7.2263  6.3531  13.9619  -0.0073  -0.0015  -0.0204
O  1.8847  7.0532  18.6733  -0.0134  0.007  0.0073
O  10.3089  4.0104  16.5077  0.0088  -0.0004  -0.001
O  6.1854  9.9541  17.0612  -0.0002  -0.0061  0.003
O  10.1818  0.6919  14.4863  -0.0175  -0.0056  0.0087
O  8.4557  6.1054  18.8573  -0.0271  0.018  0.0091
O  5.1889  0.6951  14.4266  -0.0047  -0.0045  -0.0066
O  5.7277  2.049  17.5172  0.0023  0.0071  0.0274
O  8.3546  1.9426  20.5475  -0.0024  -0.0053  0.0063
O  1.9931  4.2925  18.4003  -0.0006  0.0008  0.0109
O  6.9155  2.8675  10.6377  -0.0016  0.021  -0.006
O  4.8523  2.7107  12.2084  -0.0123  0.0264  -0.0227
O  6.039  4.3913  16.3507  -0.0178  -0.0164  0.0098
O  4.4926  3.9403  9.937  -0.0133  -0.0325  0.0234
O  10.697  2.7737  21.5544  0.0095  0.0015  -0.0143
O  9.7398  6.1228  14.929  0.0042  -0.0189  -0.0183
O  6.0172  6.4778  19.8391  0.0338  0.0074  -0.0068
O  4.0944  0.1635  18.2798  0.0233  -0.0213  -0.0062
O  9.2795  10.5481  12.2992  0.0103  0.0058  0.0189
O  2.8588  4.3557  12.6936  -0.012  -0.0194  -0.0006
O  1.9178  10.6994  21.2095  -0.0307  -0.0201  -0.0117
O  4.0004  2.7188  19.376  0.005  -0.0048  -0.0083
O  0.7558  10.0289  15.9723  -0.0102  -0.0018  -0.0054
O  1.2805  9.7997  18.8359  -0.0007  -0.006  0.0261
O  1.7203  1.659  19.2721  -0.0053  0.0035  -0.0029
O  8.9624  10.3713  16.505  -0.0005  0.0011  -0.0201
O  4.8856  8.5746  18.7936  0.0067  0.0129  0.004
O  9.6268  8.8003  10.4735  -0.0157  -0.0061  0.0206
O  6.7563  4.0763  18.8589  0.0049  0.0035  -0.0157
O  2.8399  1.7156  13.4182  0.0151  0.0181  -0.0065
O  5.8382  8.7647  21.2652  0.0223  -0.003  -0.0104
O  2.5108  2.4262  10.8839  0.0321  0.0279  0.0102
O  7.6254  4.8451  21.174  -0.0221  0.0005  -0.0006
O  5.262  7.5146  12.5951  0.0282  -0.0029  -0.0088
O  0.4719  9.0747  12.4854  -0.0038  -0.0189  -0.0016
O  7.6136  1.0664  13.6081  0.0056  -0.0237  0.0045
O  7.1234  9.6342  14.7516  0.008  0.0254  -0.0045
O  8.9751  5.0245  12.6233  0.0209  -0.0008  0.0062
O  8.1017  8.0228  16.9112  -0.0039  0.0031  0.0171
O  6.2203  2.5706  21.8986  0.022  0.0085  -0.0104
O  2.4832  9.0591  14.111  -0.0136  -0.0033  0.0088
O  0.4303  4.4872  11.847  -0.0007  -0.0011  0.0193
O  0.8201  8.3127  20.9337  0.0151  0.0233  -0.0085
O  9.4313  3.6941  10.324  -0.027  -0.0111  0.0141
O  9.6915  2.3813  12.5684  -0.0186  0.0017  -0.0019
O  7.6317  8.5527  19.3936  -0.0041  -0.0294  -0.0095
O  2.6092  8.1836  11.3667  -0.0064  0.0034  -0.0148
O  3.9891  3.0609  15.3746  0.0005  0.0053  -0.014
O  0.8587  4.4812  14.4246  -0.0053  0.0262  -0.0021
O  10.0612  2.9999  18.9569  -0.0042  -0.0129  -0.0078
O  9.1877  7.7881  12.9224  0.002  -0.006  -0.0109
O  10.5197  0.5363  20.0774  0.0121  0.0172  0.0024
O  5.9767  5.0759  11.9274  -0.0087  -0.0071  0.012
O  8.1662  2.7403  17.0141  -0.0004  0.0096  0.0204
O  3.54  5.4769  16.7332  0  -0.007  -0.0131
O  4.7689  9.0789  10.3814  0.0054  -0.017  0.0043
O  1.5466  6.6754  13.1552  0.0029  0.0003  -0.0021
O  4.7703  5.5059  14.359  0.0132  -0.005  0.0027
O  2.0551  3.8511  20.919  -0.0125  -0.0157  -0.006
O  10.5618  1.3934  16.9693  -0.0105  0.0076  -0.0049
O  0.9484  6.0584  16.5482  0.0038  -0.0216  -0.0102
O  7.3464  10.9475  21.9294  -0.0129  -0.0115  -0.0114
O  5.9401  0.9102  19.9141  0.0047  0.0191  -0.0031
O  6.1185  10.0519  12.4034  -0.0024  -0.0114  0.0093
O  2.8717  0.5369  15.6071  0.008  0.0009  -0.0012
O  7.1427  8.0207  10.8114  -0.0113  0.0209  -0.0047
O  10.2516  8.0093  18.6875  0.0093  -0.0001  0.0109
O  3.4684  9.1869  16.5775  0.0053  0.0153  0.0035

Results
free energy: -137196.026 eV
free energy less fixed offsets of O -569.03, P -756.45, Si -635.61 eV per atom: -0.876 eV

The program warned: the cutoff lies below the one the program advises for these potential files; the forces do not sum to zero within the program's tolerance; the exchange-correlation potential is rough where the density is thin.
